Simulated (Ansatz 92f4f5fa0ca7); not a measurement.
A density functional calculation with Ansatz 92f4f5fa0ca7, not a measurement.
Periodic cell of 322 atoms, Si176O146, from a study of silicon, its oxide and their interface. The atomic structure is a simulated model.

Settings
functional: r2SCAN
potential files: Ansatz PAW
basis: plane waves
wave-function cutoff: 800 eV
density cutoff ratio: 5
exchange-correlation grid ratio: 1
k mesh: 1 x 1 x 1, Gamma-centred
self-consistency stop: 5e-08 eV per atom in the density residual
occupations: Fermi-Dirac, 0.05 eV
spin: none
net charge: 0

Cell vectors (angstrom)
a  15.3871  0  0.0069
b  0  15.3871  0.0195
c  -0.5955  -0.9376  22.0816

Atoms: element, x, y, z (angstrom)
Si  -2.3623  -1.6683  14.8124
Si  -2.6976  3.3895  14.6368
Si  -2.6526  6.5595  14.6161
Si  -2.6025  -4.0763  14.8546
Si  1.2837  -1.3346  14.5706
Si  1.3744  3.1539  14.6632
Si  1.8074  6.2515  14.227
Si  1.3969  10.9114  14.717
Si  5.0448  -0.7386  14.5537
Si  5.0011  2.4459  14.5275
Si  5.2111  7.0081  14.8213
Si  5.2282  10.1355  14.8202
Si  8.6793  -0.4995  14.305
Si  8.987  2.6495  14.5732
Si  9.0501  7.1244  14.8883
Si  7.1895  10.5746  15.9958
Si  -0.5308  -1.011  16.0208
Si  -0.6672  2.9595  15.842
Si  -0.6995  6.8226  15.8653
Si  -0.614  10.605  15.9331
Si  3.1773  -0.9891  15.9026
Si  3.2275  2.8679  16.0167
Si  3.2799  6.6599  16.0151
Si  3.2862  10.5634  16.0656
Si  6.9933  -0.932  15.8398
Si  6.9957  2.9423  15.7842
Si  7.122  6.7804  16.1054
Si  9.2039  10.2408  14.7961
Si  -4.2486  -1.0432  16.0395
Si  10.8527  2.9403  15.9982
Si  10.9639  6.8305  16.1395
Si  11.0177  10.628  16.2534
Si  -0.0638  1.9522  -4.848
Si  0.0209  5.7965  -4.808
Si  -0.0496  9.613  -4.7623
Si  0.0227  -1.9806  -4.693
Si  3.7708  1.8653  -4.7849
Si  3.8976  5.7061  -4.6868
Si  3.7692  9.5408  -4.7326
Si  3.8886  -1.9291  -4.7609
Si  7.6302  1.9498  -4.8851
Si  7.6584  5.7164  -4.7768
Si  7.7293  9.636  -4.6488
Si  7.7405  -1.8865  -4.8537
Si  11.5629  1.9069  -4.7651
Si  11.5047  5.7767  -4.6811
Si  11.6303  9.6311  -4.5328
Si  11.5456  -1.9061  -4.5402
Si  -1.9205  1.9438  -3.3573
Si  -1.8981  5.707  -3.3787
Si  -1.8477  9.5569  -3.2228
Si  -1.878  -1.9075  -3.2778
Si  1.8442  1.8568  -3.4673
Si  1.9318  5.7614  -3.3859
Si  1.8708  9.5888  -3.3807
Si  1.9579  -2.0274  -3.4057
Si  5.7394  1.9977  -3.4829
Si  5.7969  5.7072  -3.3162
Si  5.7423  9.5445  -3.4066
Si  5.8321  -1.8114  -3.4801
Si  9.5604  1.8711  -3.4835
Si  9.5583  5.7888  -3.3836
Si  9.6322  9.6898  -3.2786
Si  9.5644  -1.9324  -3.352
Si  -1.9139  0.058  -1.9423
Si  -1.9237  3.8296  -1.9008
Si  -1.8744  7.5457  -1.9358
Si  -1.8763  11.536  -1.9402
Si  1.8785  -0.1011  -2.1268
Si  1.8961  3.7716  -2.1222
Si  1.9505  7.7099  -1.9878
Si  1.9442  11.4805  -1.982
Si  5.758  0.1498  -2.1199
Si  5.766  3.7918  -1.92
Si  5.7905  7.6238  -1.9731
Si  5.8071  11.5731  -2.2651
Si  9.5727  -0.0431  -2.0366
Si  9.5628  3.8094  -2.1432
Si  9.5948  7.751  -2.0141
Si  9.5743  11.5981  -1.8861
Si  0.0632  -0.0502  -0.6389
Si  0.0966  3.7739  -0.5973
Si  0.0641  7.5835  -0.5651
Si  0.048  11.5096  -0.5746
Si  3.7966  0.0312  -0.7913
Si  3.749  3.7435  -0.657
Si  3.884  7.6926  -0.5561
Si  3.9849  11.5419  -0.8485
Si  7.6295  0.0702  -0.7183
Si  7.7628  3.8312  -0.6038
Si  7.7157  7.7264  -0.5881
Si  7.5376  -3.7869  -0.711
Si  11.4874  0.009  -0.6063
Si  11.3882  3.8033  -0.6779
Si  11.5099  7.6254  -0.6527
Si  -3.8276  -3.8097  -0.6166
Si  0.6952  1.8146  0.6315
Si  0.8407  5.6676  0.6091
Si  -0.3512  9.555  0.663
Si  -0.2589  -1.9579  0.7397
Si  3.118  1.8167  0.6134
Si  3.257  5.6836  0.5803
Si  3.1041  8.6358  4.4564
Si  4.3838  -1.9113  0.3924
Si  8.4298  1.8799  0.5682
Si  8.3422  5.8002  0.6422
Si  7.0794  9.6849  0.6098
Si  6.7907  -1.819  0.4102
Si  10.8274  1.9064  0.6417
Si  10.7662  5.7319  0.5553
Si  -3.5305  9.5731  0.6117
Si  -3.4334  -1.8938  0.733
Si  -0.7971  2.0547  3.4134
Si  -0.7352  4.9939  3.0952
Si  0.1413  9.0259  3.5727
Si  1.5522  -1.9836  3.4409
Si  4.0632  1.3355  2.7202
Si  4.1739  6.1699  3.5097
Si  4.6513  9.7322  0.4801
Si  3.7756  -1.7896  2.6764
Si  6.9888  2.227  3.2598
Si  7.2319  5.3752  3.5892
Si  7.5558  10.3513  2.8621
Si  7.7071  -1.8782  2.5109
Si  11.4545  2.2468  2.9198
Si  -3.5151  5.193  2.5101
Si  10.467  10.238  3.3096
Si  10.7091  -1.991  2.7113
Si  -0.2003  4.6564  10.6973
Si  -3.6389  1.1185  10.2914
Si  -2.6329  7.7664  6.9644
Si  3.51  2.3034  5.538
Si  0.6155  11.1602  5.4058
Si  9.0745  1.5183  9.6162
Si  4.6783  10.7805  3.379
Si  -3.4489  10.4746  5.9144
Si  -2.3029  5.963  9.2488
Si  -1.7816  6.6968  4.2116
Si  5.1315  -1.7831  11.5451
Si  -0.0343  -0.1588  5.4403
Si  3.5628  -1.4803  9.1414
Si  3.1728  5.0644  6.2167
Si  -1.6858  -2.7702  9.5033
Si  1.836  2.3604  10.1266
Si  1.602  6.9855  11.3009
Si  4.6291  3.1111  11.4337
Si  10.72  -0.1546  7.8676
Si  6.2979  -0.82  7.8627
Si  -3.107  7.5904  11.6813
Si  7.2541  8.3367  7.6692
Si  9.7726  10.1985  7.9921
Si  -1.7343  2.4279  12.0737
Si  -3.474  10.1003  10.15
Si  5.6625  3.755  6.8694
Si  1.9862  9.7358  7.7344
Si  1.302  -3.5556  9.7345
Si  0.8228  0.9772  12.5555
Si  2.6489  6.9517  8.4452
Si  4.4356  8.6567  7.1995
Si  10.5344  0.0095  4.9033
Si  8.6384  4.94  12.6037
Si  8.1081  -0.9543  11.2796
Si  8.9281  -2.3565  8.8417
Si  8.0804  5.5532  6.4042
Si  -3.1972  -1.3428  11.9286
Si  10.8935  -3.9431  12.5986
Si  -1.5815  -2.5243  6.486
Si  1.9843  0.7363  7.583
Si  5.6505  5.7089  12.0636
Si  2.0263  9.8883  11.8939
Si  6.3757  2.0885  9.2767
Si  7.4153  -0.1669  5.0013
Si  5.0474  10.5943  11.898
Si  6.7357  8.2488  10.7694
Si  10.5275  6.1784  7.9598
Si  9.4971  6.9075  10.7809
O  0.4329  7.0066  14.6663
O  9.9857  -1.2376  14.891
O  0.1226  1.6024  2.1621
O  0.5216  5.5426  2.2279
O  0.4666  9.5512  2.0763
O  1.522  8.4203  4.1751
O  0.5804  -2.0031  2.1299
O  5.5286  2.0097  2.6195
O  3.8134  5.443  2.1134
O  5.7291  5.9103  3.8424
O  4.1403  10.263  1.9425
O  8.0587  1.7294  2.1577
O  7.8178  5.9347  2.194
O  8.9165  9.7701  3.563
O  9.2468  -1.3635  2.347
O  -2.3499  1.9054  3.006
O  -1.9877  4.7681  2.0238
O  -1.9488  9.5922  1.0473
O  -1.8377  -1.9028  1.1631
O  -2.2773  -1.1511  13.2459
O  -2.8689  2.599  13.2115
O  -2.7238  4.9732  14.2149
O  -2.6386  7.4403  13.2253
O  11.0232  -2.3575  12.3767
O  -3.1359  10.8991  13.3557
O  1.5887  9.9085  13.4495
O  1.342  -2.9218  14.1489
O  1.1799  -0.4716  13.1775
O  1.5858  2.1167  13.4182
O  -2.3604  -4.2442  9.5877
O  2.3073  6.7388  12.7507
O  1.4942  -4.1211  11.2322
O  4.9157  -1.5225  13.1264
O  5.1282  0.8529  14.2047
O  4.6792  3.0348  13.049
O  5.8172  2.2202  10.7857
O  7.1732  4.2255  6.5928
O  5.0564  6.024  13.5342
O  5.2428  10.9935  13.4496
O  5.2054  8.5703  14.3189
O  6.536  -1.1861  11.0595
O  6.2618  9.6538  11.4031
O  8.9808  1.0836  14.1205
O  8.3892  -1.1138  12.8479
O  1.0625  3.7566  10.301
O  9.0888  3.5066  13.1805
O  9.0732  6.0741  13.6617
O  5.0743  -3.3563  11.147
O  -0.4005  3.5767  3.7902
O  1.0752  -0.801  4.447
O  -1.9499  7.292  8.3645
O  1.4331  -3.3482  4.3081
O  3.2677  1.9938  3.9741
O  4.246  -0.2585  3.0488
O  3.2084  5.6643  4.7079
O  3.8957  7.7561  3.3398
O  3.6053  10.1721  4.4003
O  4.6698  -2.9803  3.4086
O  7.1987  1.3783  4.6026
O  7.2247  3.7756  3.5493
O  8.1743  5.8554  4.813
O  -1.0768  7.9772  3.5022
O  7.7718  -3.4424  2.8693
O  9.4163  0.7627  8.2142
O  10.6644  1.4054  4.0754
O  1.3566  8.5841  11.2079
O  11.2177  3.85  3.2066
O  -3.2932  6.3942  3.6113
O  10.5655  -3.5505  3.1109
O  -3.8869  9.8549  4.4804
O  7.4384  6.8255  7.1527
O  11.2307  -1.1541  4.0063
O  10.4647  2.1077  10.1931
O  -0.9897  3.8435  11.8561
O  4.6962  5.0395  6.7767
O  5.0766  2.6864  5.784
O  1.5637  10.1844  6.2499
O  -0.1729  -3.3256  6.4559
O  0.6263  0.229  6.866
O  -3.8768  0.0528  11.492
O  0.248  6.0979  11.2879
O  3.6102  9.937  7.7856
O  8.9988  -0.3686  5.2619
O  6.4898  -0.5221  6.2757
O  9.7284  6.8898  9.1818
O  10.9265  9.5732  8.9703
O  8.6404  9.1448  7.5163
O  -1.8708  6.9555  5.7941
O  10.6753  7.5911  11.6269
O  10.5534  10.7454  6.698
O  -1.0938  4.9013  9.3576
O  -3.6288  5.3049  8.5663
O  -1.9936  -2.2001  8.0144
O  -2.3291  -1.8684  10.6735
O  6.2897  0.5863  8.6784
O  9.006  -3.9487  8.6576
O  2.611  3.5573  6.0264
O  2.2989  5.7929  7.3581
O  5.7387  7.0845  11.2461
O  1.1305  10.573  8.779
O  1.7492  2.0062  8.5546
O  4.763  4.7041  11.1692
O  2.5778  -0.39  8.5334
O  9.5349  5.2839  7.0619
O  6.7547  8.3893  9.1854
O  8.9469  -2.042  10.4305
O  10.2331  -1.6841  8.1282
O  8.4884  0.509  10.7344
O  9.1128  8.6661  14.3272
O  7.5433  -1.7707  8.2546
O  -2.3306  1.98  10.6414
O  -0.5535  1.1783  4.7258
O  10.8565  10.7654  11.1741
O  -0.7583  1.2771  12.6548
O  3.6376  9.8225  11.6949
O  1.4862  4.6649  14.0578
O  3.3114  2.5741  10.7092
O  3.9892  -1.0625  10.6525
O  7.0032  -1.095  3.739
O  11.2502  0.0709  6.359
O  5.5414  3.0902  8.332
O  3.0794  1.0438  6.435
O  4.1925  7.4531  8.2711
O  9.3556  5.3461  11.2163
O  7.9241  2.5921  9.3072
O  -2.5892  6.3524  10.7906
O  1.2137  1.1328  10.9966
O  9.5422  -4.2735  13.4296
O  8.2224  7.8013  11.2032
O  -0.373  10.2316  4.5228
O  5.9809  8.971  6.8665
O  -2.6773  -3.4909  5.7816
O  -3.495  0.3192  8.885
O  2.6382  -2.803  9.2329
O  3.6249  8.1189  5.8935
O  11.1876  7.3293  7.017
O  2.4402  6.5228  9.9892
O  1.6625  8.1833  8.054
O  7.0557  4.9593  12.3432
O  -2.5382  9.3587  6.6794
O  10.9342  9.4945  1.9549
O  4.8974  -1.5888  8.203
O  6.1541  10.1493  3.6814
O  -0.0798  -2.7275  9.7025
O  -1.3014  -1.1504  5.6753
O  -2.6415  8.9494  10.9329

Results
free energy: -195844.856 eV
free energy less fixed offsets of O -570.45, Si -639.56 eV per atom: 3.404 eV

Forces (eV/angstrom), in the order of the atoms: element, x, y, z
Si  -0.0705  -0.0494  0.1176
Si  0.0546  0.0367  0.1342
Si  0.0291  -0.0104  0.1055
Si  0.1332  -0.0014  0.1515
Si  0.0002  0.002  0.1581
Si  -0.0223  0.0097  0.1423
Si  -0.0211  -0.0686  0.0424
Si  -0.0358  0.05  0.2002
Si  0.0437  0.0128  0.1319
Si  0.0516  -0.0279  0.1462
Si  -0.0209  0.059  0.0841
Si  0.0357  -0.0274  0.173
Si  -0.032  0.039  0.0748
Si  -0.0744  -0.0433  0.1433
Si  0.0039  -0.0194  0.1193
Si  -0.0446  -0.0122  -0.0198
Si  -0.0449  0.0149  -0.0405
Si  -0.0022  -0.0038  -0.0038
Si  -0.0765  0.0236  0.073
Si  -0.0279  -0.0094  -0.0717
Si  -0.0216  0.0101  -0.0015
Si  -0.0629  -0.0361  0.0233
Si  0.0006  0.0083  0.0084
Si  0.0147  -0.0172  0.004
Si  -0.024  0.0082  -0.0225
Si  0.0192  -0.0238  -0.0321
Si  0.0164  -0.0042  0.0197
Si  -0.0017  -0.0301  0.1284
Si  0.1123  0.0564  0.0816
Si  -0.0118  -0.0356  0.0543
Si  0.0207  -0.0174  0.0387
Si  0.0241  0.0074  0.0018
Si  0.0129  -0.0126  -0.019
Si  -0.0316  -0.0034  -0.0257
Si  0.0363  -0.014  -0.0277
Si  -0.0241  0.0109  0.0084
Si  0.0122  0.0066  -0.0034
Si  -0.0031  -0.0209  0.0189
Si  0.0199  0.0254  0.0356
Si  -0.0032  -0.0114  0.0179
Si  -0.0094  -0.0289  0.0457
Si  0.0177  0.038  -0.0038
Si  -0.0044  0.0086  0.0609
Si  0.0211  -0.0026  -0.0131
Si  -0.0385  0.01  -0.0675
Si  0.0205  0.0039  0.0032
Si  -0.0183  -0.0009  0.0026
Si  -0.0499  0.0068  -0.0378
Si  -0.0276  -0.0181  -0.0279
Si  -0.017  0.023  -0.0181
Si  -0.0592  0.0105  0.0236
Si  0.0423  -0.0681  0.0832
Si  0.0422  0.0396  -0.0068
Si  -0.0198  0.0104  -0.0045
Si  0.0272  -0.0191  0.0144
Si  0.0161  0.0001  -0.016
Si  -0.0071  0.0438  -0.0211
Si  -0.0516  0.0069  0.0118
Si  0.0364  0.0028  -0.0185
Si  -0.0253  -0.0291  0.0039
Si  -0.0196  0.0309  0.0105
Si  0.049  0.014  0.0132
Si  -0.0399  -0.0201  -0.0138
Si  0.0246  0.0406  0.0068
Si  0.016  -0.0055  0.0226
Si  0.0234  -0.0399  0.0377
Si  -0.0064  0.0508  0.0077
Si  0.0212  -0.0092  -0.0429
Si  0.004  0.0063  0.0436
Si  0.0208  -0.0184  0.0308
Si  -0.0136  -0.0247  0.0707
Si  -0.041  -0.0067  -0.0034
Si  -0.0399  -0.0121  0.0327
Si  -0.0059  0.0026  0.0299
Si  0.0494  0.0424  0.0667
Si  -0.0319  0.0376  0.036
Si  -0.0061  -0.0109  -0.0149
Si  0.0194  -0.0434  0.0296
Si  0.0077  -0.0362  0.0435
Si  0.0582  0.006  0.0081
Si  -0.015  0.0121  -0.0087
Si  0.0127  0.014  0.0148
Si  -0.017  -0.0624  -0.0308
Si  -0.0271  0.0078  0.0802
Si  0.0242  -0.0126  -0.0701
Si  -0.0066  0.0531  -0.0229
Si  -0.006  -0.0015  -0.0115
Si  0.0072  -0.0075  -0.051
Si  -0.0135  -0.0069  -0.025
Si  -0.0069  0.0415  0.0724
Si  -0.0162  0.0493  -0.0213
Si  -0.0315  -0.0042  0.0065
Si  0.0416  0.0029  -0.0225
Si  0.0294  0.0295  -0.0139
Si  0.0046  -0.0797  -0.0232
Si  0.0004  -0.0029  0.0446
Si  0.0201  -0.0275  -0.1679
Si  0.0005  0.0543  -0.1387
Si  -0.0219  -0.0286  -0.1777
Si  0.021  -0.003  -0.3193
Si  0.0117  -0.0286  -0.0228
Si  -0.0392  -0.007  -0.1615
Si  -0.0443  0.0413  -0.0893
Si  -0.0643  -0.008  -0.003
Si  0.015  -0.0171  -0.1263
Si  0.0798  0.0374  -0.1923
Si  0.0161  -0.0703  0.0227
Si  0.0627  0.066  -0.0381
Si  0.0551  0.0241  -0.0703
Si  0.0588  0.0231  -0.0253
Si  0.0322  -0.006  -0.1817
Si  -0.0275  0.0272  -0.1298
Si  0.0229  -0.0306  -0.1463
Si  0.0418  -0.0393  -0.1551
Si  -0.0095  -0.0365  -0.1326
Si  -0.1293  -0.0019  -0.1154
Si  -0.0194  0.0136  -0.2041
Si  -0.0572  -0.0431  -0.2174
Si  0.0205  -0.1055  -0.1755
Si  0.1025  -0.0168  -0.1596
Si  0.1305  -0.0609  -0.1823
Si  0.0547  -0.0207  -0.1963
Si  -0.0462  -0.0244  -0.2
Si  -0.0849  -0.048  -0.1366
Si  -0.0139  -0.0004  -0.1637
Si  -0.122  -0.0407  -0.1787
Si  -0.0245  -0.0416  -0.1553
Si  -0.0308  -0.0362  -0.069
Si  0.0091  -0.0665  0.0479
Si  0.0199  -0.0323  0.0316
Si  -0.0086  0.0077  -0.0699
Si  -0.0157  0.0035  -0.0839
Si  -0.0405  0.0421  -0.0927
Si  0.0344  -0.0464  0.0307
Si  0.1118  -0.0292  -0.2307
Si  -0.0144  -0.0214  -0.0869
Si  0.0595  -0.0178  0.0344
Si  -0.0346  0.043  -0.0792
Si  -0.003  0.0116  0.1598
Si  -0.0087  0.0274  -0.0928
Si  -0.0027  0.0066  0.0276
Si  -0.0094  0.0105  -0.0732
Si  -0.0296  0.0126  0.0447
Si  -0.0528  -0.0018  0.0622
Si  0.0147  -0.0279  0.1169
Si  -0.0043  -0.0067  0.1584
Si  0.0112  0.0429  -0.0221
Si  -0.0095  0.0128  -0.0192
Si  0.034  -0.0097  0.1454
Si  -0.0025  0.018  0.0049
Si  0.0362  -0.0043  -0.044
Si  0.006  0.0019  0.1318
Si  0.0104  0.0634  0.1136
Si  -0.0418  -0.004  -0.0432
Si  -0.0205  -0.0015  -0.0248
Si  -0.0105  0.0104  0.0164
Si  0.0354  -0.001  0.14
Si  -0.0069  -0.0073  0.0086
Si  -0.0092  0.029  -0.0522
Si  0.0112  0.022  -0.0853
Si  0.0366  0.0057  0.1783
Si  0.0097  0.0057  0.145
Si  0.014  0.0502  0.0495
Si  0.0115  0.0294  -0.0809
Si  0.0593  -0.0253  0.1583
Si  0.0764  -0.0072  0.1651
Si  0.0353  -0.0122  -0.0204
Si  -0.0507  0.0375  -0.0222
Si  0.021  -0.0162  0.1563
Si  0.0075  0.0187  0.1384
Si  0.0002  -0.0103  0.0178
Si  0.0172  -0.0134  -0.1044
Si  -0.0115  0.0303  0.127
Si  0.0045  -0.0153  0.0533
Si  0  0.0271  0.0006
Si  0.0047  -0.033  0.0626
O  0.0542  -0.0337  0.0149
O  0.0231  0.0126  0.0437
O  -0.0407  -0.0205  0.1401
O  -0.0182  0  0.1297
O  0.0241  0.0066  0.1499
O  0.045  -0.0112  0.0484
O  0.1785  0.0142  0.266
O  -0.0258  0.0012  0.0522
O  0.0452  0.0348  0.1796
O  0.007  -0.0023  0.0706
O  -0.0309  0.0797  0.103
O  -0.1178  0.0364  0.1948
O  -0.1095  -0.0236  0.1735
O  0.0234  -0.0121  0.0823
O  0.075  0.0264  -0.0153
O  -0.0348  0.0058  0.0253
O  0.0683  0.0043  0.1493
O  0.0049  -0.027  0.0717
O  -0.0695  0.0329  0.0475
O  0.0298  0.047  -0.1654
O  0.0052  -0.0354  -0.0753
O  -0.0204  0.0181  -0.0501
O  -0.0156  0.0466  -0.1366
O  -0.0679  0.0433  -0.065
O  -0.0915  -0.0261  -0.2095
O  0.0145  -0.0298  -0.1492
O  0.0035  -0.0021  -0.0357
O  -0.0222  0.0255  -0.1203
O  0.0101  -0.0661  -0.0784
O  0.001  -0.0255  -0.0254
O  0.0169  0.0712  -0.149
O  -0.0051  0.0088  -0.0282
O  -0.002  -0.059  -0.1436
O  -0.0272  0.0058  -0.0713
O  -0.0135  0.0178  -0.1332
O  0.0316  -0.0163  -0.0275
O  0.0047  -0.0252  0.0189
O  0.0264  -0.0407  -0.1111
O  -0.0118  0.0465  -0.1533
O  -0.0444  0.004  -0.0698
O  -0.007  0.0192  -0.0731
O  0.0213  -0.0268  -0.0471
O  0.0375  0.0048  -0.0481
O  0.025  -0.0546  -0.1407
O  0.0237  0.0204  -0.0135
O  -0.0036  0.029  -0.1233
O  0.0224  -0.0617  -0.1646
O  0.0052  -0.0247  -0.0703
O  -0.051  0.0768  0.0699
O  0.0056  0.0154  0.0522
O  0.0079  0.0209  0.0119
O  0.0105  -0.054  0.0876
O  -0.0295  0.0259  0.1314
O  -0.0236  0.0568  0.0686
O  -0.028  -0.0312  0.0657
O  0.0219  0.002  0.0272
O  -0.0674  -0.005  0.1127
O  -0.0643  -0.009  0.1073
O  -0.0225  0.0115  0.0984
O  -0.0286  0.0371  0.0682
O  0.0289  0.0114  0.0822
O  -0.0164  0.012  0.0015
O  0.015  -0.0254  0.1266
O  -0.028  0.0091  -0.0073
O  -0.009  -0.0296  0.1282
O  -0.0245  0.0279  -0.0604
O  0.0142  -0.0089  0.0653
O  0.0982  0.0208  0.1018
O  -0.0133  -0.0014  0.0927
O  0.0622  -0.0311  0.0847
O  -0.0256  -0.0058  0.0186
O  0.0208  0.0394  0.1049
O  -0.0175  0.0388  0.0035
O  0.0041  0.0389  -0.0321
O  0.0163  0.0126  0.0123
O  0.0418  0.0051  -0.0096
O  0.0229  -0.023  0.0416
O  0.0161  0.0094  0.0227
O  0.0209  -0.0047  0.0483
O  -0.031  0.0395  -0.0264
O  -0.0222  -0.0007  -0.0256
O  0.025  -0.0019  0.0226
O  0.0009  -0.0205  0.0423
O  -0.0312  -0.0182  0.0499
O  -0.0011  0.0089  -0.0303
O  -0.036  -0.0228  -0.0228
O  0.0061  0.0087  0.0134
O  0.0363  -0.0215  0.063
O  -0.0208  0.0398  -0.0151
O  -0.0243  0.0215  0.0357
O  -0.0177  0.0063  -0.0392
O  -0.0158  -0.0264  0.0029
O  -0.0097  0.0079  0.0062
O  0.0409  -0.0267  -0.0777
O  0.0077  -0.0006  -0.0065
O  -0.0161  -0.0113  0.0181
O  -0.0197  0.0196  0.0198
O  0.0074  0.0186  0.0281
O  -0.0087  0.0298  -0.0541
O  -0.0107  -0.014  -0.0004
O  0.012  -0.0014  -0.0212
O  -0.0052  0.0191  -0.0736
O  0.0072  -0.0127  0.0165
O  0.0082  -0.0232  0.0016
O  0.0074  -0.0024  -0.0434
O  0.0123  -0.0462  -0.0456
O  -0.0061  -0.0525  0.0037
O  -0.0131  0.0253  -0.0161
O  0.0143  -0.0004  -0.0398
O  -0.0061  -0.0142  0.0083
O  -0.0042  0.0113  -0.0532
O  0.0193  -0.0321  0.067
O  -0.0374  -0.0184  -0.1099
O  -0.0335  -0.0111  -0.0313
O  0.0034  -0.0363  -0.0621
O  -0.025  0.0835  -0.0521
O  0.0067  0.0051  -0.0443
O  -0.012  0.0134  -0.0238
O  -0.0201  0.051  0.1247
O  0.0319  -0.0001  0.0326
O  0.0021  0.0226  0.013
O  0.031  -0.0353  0.0085
O  -0.0033  -0.002  0.0297
O  -0.004  0.0081  -0.0642
O  -0.0078  0.028  -0.0228
O  -0.0168  -0.0147  -0.0098
O  0.0264  -0.0066  -0.0669
O  0.0104  0.0251  -0.0865
O  -0.0091  0.0337  -0.004
O  -0.0243  -0.0077  0.0547
O  0.0217  -0.0146  0.0192
O  -0.0097  0.0003  -0.0004
O  0.0006  -0.0212  -0.0155
O  0.0246  -0.0014  -0.0139
O  -0.0097  -0.0409  0.0511
O  -0.0275  -0.0092  0.0048
O  0.0207  -0.0256  -0.0186
O  -0.0087  -0.0028  0.0169
O  -0.0295  -0.0057  -0.055
O  0.0094  0.0261  0.0395
O  -0.0433  -0.0135  0.1222
O  0.0077  -0.0149  -0.0074
O  -0.0001  0.0056  0.0996
O  0.0159  0.0118  0.0096
O  -0.0451  -0.04  0.014
O  -0.0059  0.0174  -0.0391

The program warned: the cutoff lies below the one the program advises for these potential files; the forces do not sum to zero within the program's tolerance; empty levels may hold ghost states of the PAW files.
